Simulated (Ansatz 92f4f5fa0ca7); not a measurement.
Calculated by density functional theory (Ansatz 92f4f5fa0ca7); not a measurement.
Periodic cell of 248 atoms, Si164O84, from a study of silicon, its oxide and their interface. The atomic structure is a simulated model.
Doubt: the cutoff is far below the 930 eV that the study's wrapper takes by default for these files, so forces and energies are approximate.
This geometry differs little from another in the collection (a relaxation step or a small displacement).

Settings
functional: PBE
potential files: Ansatz PAW
basis: plane waves
wave-function cutoff: 580 eV
density cutoff ratio: 5
exchange-correlation grid ratio: 1
k mesh: 1 x 1 x 1, Gamma-centred
self-consistency stop: 5e-08 eV per atom in the density residual
occupations: fixed
spin: none
net charge: 0

Cell vectors (angstrom)
a 10.938 0 0
b 0 10.938 0
c 0 0 37.658

Atoms and the computed forces on them: element, x, y, z (angstrom), force x, y, z (eV/angstrom)
Si 0 0 0.683 0.0485 -0.073 -0.0093
Si 5.469 0 0.683 0.0079 -0.0188 -0.0008
Si 2.7345 2.7345 0.683 0.048 -0.0536 0.0013
Si 8.2035 2.7345 0.683 -0.0167 -0.0577 -0.0064
Si 0 5.469 0.683 -0.024 -0.0151 -0.0055
Si 5.469 5.469 0.683 -0.0185 -0.0476 -0.0085
Si 2.7345 8.2035 0.683 -0.0639 0.0126 -0.0047
Si 8.2035 8.2035 0.683 0.0007 -0.0119 -0.0015
Si 1.3673 1.3673 2.0503 0.0562 -0.0039 -0.0122
Si 6.8362 1.3673 2.0503 0.1014 -0.0166 -0.084
Si 4.1018 4.1018 2.0503 0.0847 0.0399 -0.0001
Si 9.5708 4.1018 2.0503 0.0931 0.0057 -0.0691
Si 1.3673 6.8362 2.0503 0.0177 0.0261 -0.0342
Si 6.8362 6.8362 2.0503 0.0164 -0.0287 -0.0041
Si 4.1018 9.5708 2.0503 0.0479 0.0307 -0.0709
Si 9.5708 9.5708 2.0503 0.1053 -0.0253 -0.0146
Si 2.7345 0 35.6065 0.0323 0.0408 0.2261
Si 8.2035 0 35.6065 -0.0438 -0.0132 -0.2131
Si 0 2.7345 35.6065 -0.071 -0.0027 -0.0813
Si 5.469 2.7345 35.6065 -0.0774 -0.0351 0.0116
Si 2.7345 5.469 35.6065 -0.0622 0.0406 -0.1576
Si 8.2035 5.469 35.6065 -0.1264 -0.026 0.2293
Si 0 8.2035 35.6065 -0.078 -0.013 0.044
Si 5.469 8.2035 35.6065 -0.0985 -0.0044 -0.0616
Si 4.1018 1.3673 36.9738 -0.019 0.0202 0.013
Si 9.5708 1.3673 36.9738 -0.0128 0.0422 -0.0035
Si 1.3673 4.1018 36.9738 -0.0018 0.038 -0.0038
Si 6.8362 4.1018 36.9738 0.0125 0.0541 0.0088
Si 4.1018 6.8362 36.9738 0.0191 0.0255 0.012
Si 9.5708 6.8362 36.9738 0.0288 0.011 0.0011
Si 1.3673 9.5708 36.9738 0.0201 0.0339 -0.014
Si 6.8362 9.5708 36.9738 -0.0217 0.0425 -0.0067
Si -0.5508 0.6094 27.3558 0.0166 -0.0191 -0.0031
Si 5.9133 -0.4239 27.6251 -0.0089 0.0079 -0.0007
Si 2.2566 3.3261 27.638 0.003 -0.0292 -0.0091
Si 8.4633 2.1068 27.4968 -0.0133 0.0201 0.0076
Si -1.466 3.9632 28.6837 -0.003 -0.0064 0.0063
Si 5.0512 5.6799 27.644 0.0003 -0.0063 -0.0132
Si 2.8388 7.8635 27.4793 0.0041 0.0052 -0.017
Si 7.6288 8.8096 27.3247 0.0004 -0.0139 0.0076
Si 1.2392 1.464 28.6818 0.0022 0.0107 0.0031
Si 6.8317 1.2736 28.9721 0.0048 0.0012 0.0076
Si 3.9097 4.2106 29.0721 0.0086 0.01 0.0084
Si 11.2612 4.948 27.5152 -0.007 0.02 0.0038
Si 1.2666 6.723 28.8134 0.0002 -0.002 0.0112
Si 6.7881 6.9403 28.6232 -0.0022 0.0087 0.0041
Si 4.0377 9.5369 28.6868 0.0022 -0.0066 0.0045
Si 9.4686 9.6876 28.5999 -0.0058 -0.0045 0.0058
Si 2.6599 0.0348 29.9927 -0.0045 0.0002 -0.0015
Si 8.2395 -0.0452 30.2676 0.0026 -0.0012 -0.0067
Si -0.0939 2.7248 30.1909 -0.0003 -0.0006 -0.0005
Si 5.3987 2.7371 30.1647 -0.0018 -0.0019 -0.0001
Si 2.5905 5.5536 30.3933 -0.0068 0.0018 0.0017
Si 8.1564 5.4897 29.9683 0.0028 0 -0.0023
Si -0.1124 8.2409 29.9779 -0.0032 0.002 0.0034
Si 5.407 8.1981 30.1283 0.0013 0.0015 -0.0101
Si 4.0251 1.3414 31.4743 0.0029 0.0016 0.0024
Si 9.5603 1.3559 31.5951 -0.0004 0.0004 0.0113
Si 1.2502 4.0864 31.6027 -0.0034 -0.0004 0.0126
Si 6.8088 4.1449 31.4408 -0.0013 0.0006 -0.0001
Si 4.0728 6.8958 31.5918 0.0001 0 0.0119
Si 9.5116 6.8438 31.4062 0.002 0.0032 0
Si 1.3058 9.584 31.3879 -0.0017 -0.0026 -0.0017
Si 6.795 9.5309 31.5262 0.0002 -0.0014 0.0077
Si 0.0028 -0.0284 32.8826 -0.0006 0.0031 0.0005
Si 5.4289 -0.0022 32.8554 -0.0018 -0.0017 -0.0004
Si 2.6902 2.7153 32.8821 -0.001 0.0029 0.0002
Si 8.163 2.7689 32.863 0.0019 -0.0049 0.0002
Si -0.0832 5.512 32.8821 -0.0003 -0.0047 0.0016
Si 5.4503 5.4706 32.8758 -0.0011 0.0017 0.0008
Si 2.6783 8.2738 32.8662 0.0011 0.0009 0.0012
Si 8.1681 8.1628 32.861 -0.0024 -0.0013 0.0012
Si 1.3577 1.3414 34.2534 0.0014 -0.0022 0.0015
Si 6.8135 1.3688 34.2231 -0.0012 0.0018 0.0014
Si 4.087 4.0849 34.2319 -0.0001 0.0006 0.0016
Si 9.5414 4.1084 34.2472 -0.0004 0.0037 0.0014
Si 1.3504 6.8459 34.2273 0.0018 -0.004 0.0016
Si 6.8246 6.8149 34.2498 0.0014 0.0013 0.0035
Si 4.0842 9.5823 34.2448 -0.0007 -0.0005 0.0028
Si 9.5532 9.5409 34.2272 0.0004 0.0011 0.0024
Si 2.7584 0.0132 3.4175 -0.0036 -0.0033 0.0027
Si 8.233 0.0183 3.4078 0.0018 -0.0012 -0.0008
Si 0.0259 2.7536 3.4131 -0.0015 -0.0042 0
Si 5.5035 2.7509 3.4119 0.0006 0.0016 -0.0019
Si 2.7475 5.4811 3.409 0.0007 0.0004 -0.0005
Si 8.2141 5.4649 3.4137 -0.0028 0 0.0001
Si 0.0009 8.1934 3.4278 0.0008 0.0013 -0.0008
Si 5.4719 8.2067 3.4108 -0.0015 0.0007 0.0014
Si 4.1529 1.3881 4.7702 0.0013 0.0042 0.0016
Si 9.6112 1.3876 4.7752 0.0009 -0.0052 0.0037
Si 1.409 4.1101 4.7816 0 0.0034 0.0038
Si 6.8989 4.0802 4.8009 0.002 -0.0043 0.0044
Si 4.1286 6.8189 4.7837 -0.0002 -0.0034 0.005
Si 9.5873 6.7911 4.8014 -0.0017 0.0032 0.0043
Si 1.4061 9.555 4.7651 0.0039 0.0004 0.003
Si 6.8805 9.5609 4.7383 -0.0025 0.0044 0.0027
Si 0.0701 0.0266 6.0936 0.0051 0.0085 -0.0026
Si 5.563 0.0206 6.0878 0.0078 -0.0007 0.001
Si 2.8328 2.8011 6.1391 0.006 0.0053 0
Si 8.293 2.744 6.2049 -0.0016 0.0061 -0.0003
Si 0.0228 5.4114 6.1827 -0.0005 -0.0055 0.001
Si 5.5234 5.4503 6.1339 -0.0048 0.0014 -0.0025
Si 2.7517 8.1716 6.1486 0.0054 0.0036 0.007
Si 8.1926 8.167 6.1215 -0.0024 -0.0026 -0.0033
Si 1.4851 1.3994 7.4267 -0.0008 -0.015 0.0035
Si 6.9148 1.3621 7.5218 -0.0024 -0.0007 -0.0063
Si 4.2004 4.1485 7.5792 0.0057 -0.006 0.0027
Si 9.6737 4.052 7.6639 -0.0018 0.0004 0.0023
Si 1.3577 6.7947 7.5334 0.0068 0.0096 0.0009
Si 6.8522 6.7831 7.5333 0.0032 0.0027 0.0149
Si 4.2209 9.5566 7.3875 -0.0108 -0.008 0.0092
Si 9.6072 9.5668 7.3701 -0.0059 0.0061 -0.001
Si 2.9184 0.0343 8.6875 0.0092 0.0047 -0.0081
Si 8.2052 -0.1589 8.7937 -0.0016 0.0018 -0.0032
Si 0.2472 2.6709 8.9783 0.0015 0.007 -0.0082
Si 5.6029 2.7303 8.9228 -0.0073 0.0051 -0.0054
Si 2.786 5.5284 8.9542 -0.0078 -0.0041 -0.015
Si 8.2842 5.5038 8.9544 -0.0034 -0.0021 -0.0052
Si -0.0254 8.2509 8.8002 0.0218 -0.0039 0.002
Si 5.4119 8.1544 8.8487 0.002 0.0075 -0.0172
Si 4.0981 1.4318 10.1944 -0.0219 0.0112 -0.0234
Si 10.5453 1.0315 10.5635 0.0115 -0.0131 0.0136
Si 1.8853 3.7904 10.2628 -0.0202 0.0105 0.0487
Si 6.9906 4.0744 10.3033 0.0022 0.0054 0.0102
Si 3.6737 7.3242 10.2301 -0.0246 0.0288 0.0367
Si 9.3674 7.1934 10.2451 -0.0076 -0.0057 0.0192
Si 1.5081 9.6174 9.9205 0.0103 -0.0163 0.005
Si 6.993 9.2983 10.1105 -0.0082 -0.0066 0.0085
O 2.5299 8.4808 10.6201 0.0097 -0.0123 -0.0182
O 8.2864 2.1893 13.6468 0.0057 0.0035 -0.0001
O 2.9793 2.594 10.6214 0.0203 -0.0169 0.0031
O -0.7309 6.6069 11.5605 -0.0079 0.0098 -0.0183
O 0.6642 10.7206 10.881 -0.0103 0.0122 -0.0064
O 6.2717 10.1448 11.3379 0.0066 -0.0019 0.0119
O 2.925 8.5763 14.8513 0.0006 0.0027 0.0028
O 8.1521 8.2473 10.7084 0.0015 -0.003 -0.0065
O -1.8291 0.4584 10.0448 0.0013 -0.0043 -0.006
O -4.6095 6.6229 17.964 0.0004 -0.0002 0.0019
O 8.0164 3.0893 11.1474 -0.0037 0.0003 -0.0004
O 10.2542 1.8277 11.9691 0.0084 -0.0026 0.0046
O -0.1242 0.5278 25.732 -0.0025 0.0081 0.0184
O 2.0514 8.3819 26.1292 -0.0008 0.0045 0.0127
O 10.5454 5.4479 26.097 0.0028 -0.0067 0.014
O 3.9927 6.7816 26.9939 -0.0006 -0.0003 0.0196
O 16.3723 4.6367 26.4167 0.001 -0.0028 0.0043
O 7.7361 2.0973 25.9723 0.0084 0.0017 0.0047
O 5.6213 11.2847 26.1753 0.0034 -0.0044 0.0059
O 3.705 4.6741 24.4353 0.0018 -0.007 0.0114
Si 4.9502 5.8617 17.4489 0.0012 0.0001 0.0018
Si 5.1895 12.1225 18.8991 -0.0007 -0.0023 0.0015
Si 0.1685 11.5253 18.6964 0.0011 -0.0042 0.0008
Si 4.6386 -1.6752 20.9981 -0.002 0.0018 -0.0022
Si -0.2377 10.6378 24.3177 -0.0019 -0.0076 -0.0138
Si 9.0556 2.8557 12.3926 -0.0075 0.0054 -0.0054
Si 2.5725 12.7668 14.9603 -0.0007 0.004 0.0001
Si 0.7605 5.6133 15.3239 0.0025 -0.0026 -0.0016
Si -0.0525 4.4517 22.3918 0.0043 -0.0015 -0.0019
Si 7.1874 10.2308 20.1676 -0.002 -0.0014 -0.0005
Si 9.6562 8.8027 18.7435 0.0006 0.0019 0.0008
Si 2.5385 4.6831 18.9462 0.0006 0.0008 0.0025
Si 2.4527 4.0719 13.1192 -0.0047 -0.004 -0.0046
Si 3.0093 10.1673 18.562 0.0009 0.0014 0.0027
Si -3.8249 6.9589 14.1874 0.0032 0.0067 0.0024
Si 6.567 -0.6578 23.008 -0.0036 0.0035 -0.0031
Si 10.1319 6.1711 24.7005 0.0045 0.0039 -0.0171
Si 1.6082 8.2496 24.5683 0.012 -0.01 -0.0002
Si 6.9822 1.4665 14.2661 0.002 -0.0057 0.0071
Si 3.0122 7.1817 22.1584 0.0009 0.0005 -0.0036
Si 3.6582 9.9719 14.4089 0.0015 -0.0032 0.0087
Si 0.1828 1.4658 21.6485 0.0021 0.0021 -0.0018
Si 5.047 5.6278 12.4079 -0.0058 -0.0002 -0.0081
Si 13.6915 7.8317 16.3109 0.0014 0.002 0.0029
Si 5.2349 2.9831 16.3794 -0.0017 0.0026 0.0027
Si 11.6011 6.7273 20.3288 -0.0008 0.0021 0.0008
Si 6.4079 1.4457 25.247 -0.0097 -0.0076 -0.0042
Si 7.4371 7.4774 17.0865 0.001 0.0024 0.0024
Si 0.7346 14.0484 16.9574 0.0017 -0.0018 0.0021
Si 3.0136 4.3489 23.0135 0.0024 0.0007 -0.0003
Si 9.7387 5.8921 12.9667 -0.004 0.0016 0
Si -7.8492 2.3721 21.0227 0 -0.0013 0.002
Si 8.2136 8.6256 24.9605 -0.0015 0.0055 0.0024
Si 4.4244 3.7086 25.52 -0.0027 0.0138 -0.0032
Si 6.5761 9.6685 15.2795 0.0024 -0.0019 -0.0027
Si 5.1203 11.113 12.0081 0.0067 -0.0113 0.0081
O 0.4281 7.1581 24.3081 -0.002 -0.0023 0.0035
O 5.3017 15.5425 16.4723 0.0008 -0.0023 0.0029
O 7.4566 11.0082 14.9865 0.0008 0.0031 0.0048
O -0.1074 2.0521 17.9312 0.0001 0.0018 0.0011
O 5.4577 13.3673 17.9001 0.0011 0.0013 -0.0004
O 2.4943 3.6465 20.1935 -0.0009 -0.0002 0.0017
O 12.717 11.2425 18.6041 -0.0005 -0.0001 0.0024
O 9.8852 5.0175 23.5624 -0.0017 0.0014 0.0041
O 8.2415 6.471 13.1549 0.0015 -0.0023 0.0034
O 6.8993 8.9906 16.7269 -0.001 0.0009 0.0005
O 5.9442 9.1776 20.0336 0.0006 -0.0017 0.0023
O 8.7633 7.076 24.8025 -0.0034 0.0022 0.0023
O 7.5674 10.4756 21.7334 0.0002 0.0001 0.0056
O -0.3546 11.7197 20.2495 -0.0007 0.0014 0.0042
O 1.4484 6.8291 16.2026 -0.0014 -0.0013 0.0023
O 6.4167 2.4898 15.3886 0.0029 0.0003 0.0016
O 4.349 7.7628 21.4825 0.002 -0.0042 0.0022
O 3.1893 2.9553 26.2986 -0.002 0.0031 0.0067
O -0.2954 -3.0756 19.6522 0.0012 -0.0019 0.003
O 10.9645 4.464 16.2861 -0.0006 0.0027 0.0014
O 1.922 4.9026 14.4174 0.0004 -0.0011 0.0053
O 5.3642 2.6038 24.817 0.0041 -0.002 0.0009
O 1.0913 9.7175 24.1047 -0.0046 0.0096 0.0017
O 2.6446 0.2214 14.8347 0.0001 -0.0023 0.0035
O 8.4825 9.5094 19.5836 -0.0003 -0.0004 0.0026
O 10.8257 5.5708 21.1919 -0.0019 -0.0007 0.0033
O 6.9493 8.9594 23.9352 0.0014 -0.0019 0.0015
O 5.7557 6.1765 13.7609 -0.0022 -0.0024 0.004
O 1.3912 4.2411 23.1435 0.0003 0.0004 0.004
O 6.1113 4.973 11.3651 0.008 -0.0061 -0.0073
O 14.9751 16.231 18.6888 0.001 0.0005 0.0023
O 1.8222 1.4483 21.4905 0.0003 0 0.002
O 4.3519 10.9739 18.0716 -0.0001 -0.0009 0.0026
O -0.3017 6.2816 14.2719 -0.0016 -0.0001 0.0036
O 5.0175 10.1156 15.292 -0.0066 0.0025 0.0007
O 12.4618 5.94 19.1808 -0.0011 0.001 0.0019
O -0.5116 -0.8112 18.097 -0.0001 -0.0002 0.0024
O 7.5998 6.6145 15.7043 0 -0.0022 -0.0007
O 8.9182 -3.2176 17.742 -0.0025 -0.0011 0.0021
O 4.2819 6.8735 11.691 -0.0011 0.0028 -0.0065
O 5.8598 12.1095 13.0993 -0.0093 -0.0027 -0.0017
O 9.3844 9.6803 24.4846 -0.0005 -0.0026 0.0046
O 4.0494 10.1363 12.8223 0.0054 0.0013 -0.0047
O 2.4745 2.4795 13.4711 -0.0008 -0.0009 0.0032
O 2.043 14.7024 17.6949 -0.002 -0.0009 0.0007
O 1.1965 13.0828 15.7459 0.002 -0.0016 0.0015
O 1.651 18.4888 21.3349 -0.0014 0.0006 0.0017
O -0.4445 2.9852 21.7826 -0.002 0.0005 0.0025
O 3.9976 4.483 12.8447 0.0092 0.0025 0.0043
O 6.8064 0.6899 23.8737 0.0013 0.0029 0.0033
O 3.8306 2.4477 15.7751 -0.0022 -0.0014 0.0018
O 3.3328 -1.2107 20.1185 -0.0006 0.0004 0.0012
O 3.7003 3.0034 22.3995 -0.002 0.0014 0.0005
O 2.63 8.926 17.5492 -0.0002 -0.0034 -0.0012
O 5.0476 -0.79 22.3438 0.0041 0.0007 0.0074
O 1.5289 4.3625 11.7921 0.0043 -0.0054 -0.0397
O 3.3095 5.6023 22.0467 -0.0012 -0.0077 0.004
O 4.2746 1.6268 20.1959 0.0002 0.0009 0.0026
O 4.0953 6.9488 16.5832 -0.0013 0.0013 0.0011
O -4.278 11.5958 19.4159 0.001 0.0011 0.0022
O -0.3025 0.6553 22.9904 -0.0012 -0.0025 0.0044
O -4.07 8.5736 14.0974 0 -0.0033 0.0036
O 9.713 4.2712 12.8403 -0.0007 -0.0023 0.0067
O 2.8795 7.7787 23.6698 -0.0033 0.0037 0.0114

Results
free energy: -152029.495 eV
free energy less fixed offsets of O -568.88, Si -635.61 eV per atom: -3.535 eV

The program warned: the cutoff lies below the one the program advises for these potential files; the forces do not sum to zero within the program's tolerance; the exchange-correlation potential is rough where the density is thin.
